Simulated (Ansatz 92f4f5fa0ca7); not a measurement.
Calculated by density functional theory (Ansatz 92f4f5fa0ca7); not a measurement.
Periodic cell of 221 atoms, Si132O88H1, from a study of silicon, its oxide and their interface. The atomic structure is a simulated model.
Doubt: the cutoff is far below the 930 eV that the study's wrapper takes by default for these files, so forces and energies are approximate.
This geometry differs little from another in the collection (a relaxation step or a small displacement).

Settings
functional: PBE
potential files: Ansatz PAW
basis: plane waves
wave-function cutoff: 580 eV
density cutoff ratio: 5
exchange-correlation grid ratio: 1
k mesh: 1 x 1 x 1, Gamma-centred
self-consistency stop: 5e-08 eV per atom in the density residual
occupations: fixed
spin: none
net charge: +1 e, with a uniform compensating background and no finite-size correction

Cell vectors (angstrom)
a	10.938	0	0
b	0	10.938	0
c	0	0	32.5803

Atoms and the computed forces on them: element, x, y, z (angstrom), force x, y, z (eV/angstrom)
Si	-0.2638	0.2901	25.1859	-0.0004	-0.0001	0.0001
Si	5.6668	-0.2941	25.1775	0.0001	0	0.0016
Si	2.3648	2.9949	25.1019	-0.0005	0.0002	-0.0001
Si	8.4657	2.5116	25.1582	-0.0004	-0.0003	0.0014
Si	0.1307	5.2319	24.9733	0.0001	0.0001	0.0008
Si	5.2204	5.7844	25.1119	-0.0004	0.0002	-0.0003
Si	2.9824	7.9988	25.0732	0.0001	-0.0004	0.0012
Si	7.8956	8.4325	25.1085	-0.0001	0.0003	0.0002
Si	1.3057	1.4283	26.4996	-0.0002	0.0003	0.0005
Si	6.822	1.3614	26.411	0.0004	-0.0004	-0.0005
Si	4.0457	4.1328	26.3517	0	-0.0002	0.0002
Si	9.5816	4.1152	26.4464	0.0002	-0.0004	0.0001
Si	1.3264	6.8295	26.3118	0.0001	-0.0003	-0.0004
Si	6.7857	6.8762	26.477	-0.0001	0	0.0006
Si	4.0859	9.532	26.4896	0.0004	-0.0004	0
Si	9.5212	9.5782	26.4079	-0.0001	-0.0003	0
Si	2.716	0.0198	27.7909	0.0003	-0.0001	-0.0008
Si	8.1851	0.0092	27.8101	-0.0002	0.0007	-0.0002
Si	-0.0278	2.7747	27.8611	-0.0002	0.0002	-0.0005
Si	5.4377	2.7583	27.7469	0	0.0001	-0.0005
Si	2.7003	5.4919	27.766	-0.0001	0.0003	0
Si	8.1887	5.4845	27.7834	0.0001	0.0001	-0.0009
Si	-0.0087	8.2041	27.7433	0	0.0001	-0.0006
Si	5.4524	8.2128	27.8655	-0.0006	0.0003	-0.0006
Si	4.1018	1.3673	29.1621	0.0223	0.1131	-0.1699
Si	9.5708	1.3673	29.1621	-0.1689	-0.0125	0.2657
Si	1.3673	4.1018	29.1621	0.1192	0.2679	0.2481
Si	6.8362	4.1018	29.1621	-0.1199	-0.0159	-0.2412
Si	4.1018	6.8362	29.1621	-0.2811	-0.1762	0.1916
Si	9.5708	6.8362	29.1621	0.0524	0.0603	-0.2092
Si	1.3673	9.5708	29.1621	-0.1125	-0.0607	-0.2285
Si	6.8362	9.5708	29.1621	0.031	0.1433	0.359
Si	0	0	30.5293	-0.0326	-0.0191	-0.018
Si	5.469	0	30.5293	0.0785	-0.0152	0.0022
Si	2.7345	2.7345	30.5293	0.0212	0.0436	-0.018
Si	8.2035	2.7345	30.5293	-0.0175	-0.1126	0.0022
Si	0	5.469	30.5293	0.0724	0.0036	-0.0077
Si	5.469	5.469	30.5293	-0.07	-0.0452	-0.0114
Si	2.7345	8.2035	30.5293	0.0193	-0.0643	-0.0026
Si	8.2035	8.2035	30.5293	0.0191	0.0379	-0.0191
Si	1.3673	1.3673	31.8966	0.0002	0.0005	-0.0201
Si	6.8362	1.3673	31.8966	-0.0251	0.0629	-0.005
Si	4.1018	4.1018	31.8966	0.0216	-0.0261	0.0017
Si	9.5708	4.1018	31.8966	0.0148	0.0614	-0.0368
Si	1.3673	6.8362	31.8966	-0.0857	0.0034	-0.0206
Si	6.8362	6.8362	31.8966	0.0137	0.0238	-0.0255
Si	4.1018	9.5708	31.8966	-0.0412	0.0225	-0.0271
Si	9.5708	9.5708	31.8966	-0.0094	-0.0129	-0.0066
Si	2.7345	0	0.6835	0.0425	-0.0437	0.0271
Si	8.2035	0	0.6835	0	-0.0087	0.0094
Si	0	2.7345	0.6835	-0.0226	-0.0277	0.0134
Si	5.469	2.7345	0.6835	0.0192	-0.0341	0.0298
Si	2.7345	5.469	0.6835	0.0021	0.0463	0.0015
Si	8.2035	5.469	0.6835	0.0058	-0.0449	0.0231
Si	0	8.2035	0.6835	0.0663	-0.0142	0.0209
Si	5.469	8.2035	0.6835	-0.0012	-0.0082	0.0183
Si	4.1018	1.3673	2.0507	-0.0512	0.0699	0.0053
Si	9.5708	1.3673	2.0507	0.0554	0.0345	0.0055
Si	1.3673	4.1018	2.0507	-0.0237	0.0327	0.0172
Si	6.8362	4.1018	2.0507	-0.0052	0.0594	0.0237
Si	4.1018	6.8362	2.0507	-0.0289	-0.0542	-0.0156
Si	9.5708	6.8362	2.0507	-0.0244	0.0207	0.028
Si	1.3673	9.5708	2.0507	-0.0883	0.0173	0.0113
Si	6.8362	9.5708	2.0507	0.0781	0.0132	-0.0077
Si	0	0	3.418	0.209	0.0853	-0.3416
Si	5.469	0	3.418	0.1243	0.0622	0.4556
Si	2.7345	2.7345	3.418	0.2948	-0.2409	0.0566
Si	8.2035	2.7345	3.418	-0.0857	-0.1846	0.0925
Si	0	5.469	3.418	0.0126	-0.1883	-0.0733
Si	5.469	5.469	3.418	-0.2007	-0.1098	-0.2587
Si	2.7345	8.2035	3.418	0.2621	0.0681	0.0636
Si	8.2035	8.2035	3.418	-0.1361	0.1608	-0.1929
Si	1.4306	1.2994	4.7814	-0.0009	-0.0022	-0.0004
Si	6.8602	1.3713	4.861	0.0002	0.0009	-0.0008
Si	4.1759	4.0383	4.7988	0.0002	-0.0004	-0.0037
Si	9.5813	4.07	4.7744	-0.0024	0.0022	0.0007
Si	1.4116	6.7939	4.7512	-0.0012	0.001	-0.0005
Si	6.7774	6.8721	4.7375	0.0022	0.0014	-0.0002
Si	4.1255	9.5609	4.8338	-0.0017	0.0017	0.002
Si	9.5654	9.6096	4.7398	0.0011	-0.0005	0.0005
Si	2.8199	-0.0174	6.2672	0.0013	-0.0021	-0.0012
Si	8.2713	0.0198	6.2263	-0.0003	-0.0003	0.0009
Si	0.0386	2.6662	6.0955	0.0003	0	-0.0015
Si	5.57	2.7556	6.3281	0.0021	-0.0015	0.0032
Si	2.7732	5.4049	6.1044	-0.001	0.0024	0.0018
Si	8.1529	5.4856	6.007	0.002	-0.0015	-0.0011
Si	0.0532	8.235	5.9904	0	0.0008	-0.0003
Si	5.4716	8.197	6.238	-0.001	0.0001	-0.0008
Si	3.9303	1.6281	7.6301	0.0006	-0.0013	0
Si	9.9901	1.08	7.5279	0.0012	-0.0012	0.002
Si	1.618	3.79	7.3785	-0.0036	-0.0005	0.0049
Si	6.7205	4.4839	7.5838	0.0005	-0.0027	-0.0004
Si	4.3026	6.5286	7.476	-0.0026	0.0046	-0.0018
Si	9.3591	7.083	7.1538	-0.0022	0.0015	0.0004
Si	1.1966	9.6574	7.4515	-0.0008	0.0022	-0.0052
Si	7.1766	9.2972	7.4822	0.0008	0.0008	0.0018
O	1.2716	4.1078	24.516	0.0002	0.0001	-0.0005
O	6.7926	9.5665	24.6091	0.0001	0.0003	-0.0008
O	2.7436	2.726	7.9336	0.0034	0.0029	-0.0025
O	8.3145	8.1552	7.8641	0.0011	0.0003	-0.0007
O	5.4904	5.507	8.0201	-0.0003	-0.0026	-0.0022
O	0.0927	-0.1472	7.9167	-0.0025	-0.0007	0.0029
O	4.1039	6.8851	24.5651	0	-0.0002	-0.0006
O	9.5615	1.3865	24.623	-0.0001	-0.0003	-0.0009
O	1.647	8.8629	8.8404	-0.0003	-0.0004	0.0003
O	0.8892	4.2565	8.7773	-0.0001	0.0003	0.0004
O	9.7374	1.7349	9.0495	-0.0001	-0.0002	-0.0013
O	6.6928	9.8901	8.9576	-0.0006	-0.0001	-0.0008
O	4.4505	1.2227	9.1561	-0.0002	0.001	-0.0002
O	3.4789	6.9548	8.8448	0.0023	-0.0017	0.0036
O	7.5537	4.192	9.0108	0.0001	0.0004	0.0009
O	10.0511	6.2362	8.3573	0.0005	-0.0002	-0.0006
O	2.9117	2.1563	23.7859	0.0002	-0.0001	-0.0002
O	4.8382	0.254	23.8624	0.0001	-0.0002	-0.0003
O	7.9235	3.3077	23.8164	0.0002	-0.0004	-0.0003
O	10.2983	5.7722	23.5848	-0.0001	0.0002	-0.0005
O	8.4307	7.689	23.7326	-0.0001	0	0
O	2.4322	8.7563	23.702	0	0.0001	-0.0006
O	6.0434	5.2559	23.7751	0	-0.0001	0
O	0.5233	10.6371	23.8693	-0.0002	0.0001	-0.0001
Si	3.2341	9.2591	11.9178	0.0006	0	0.0009
Si	8.2187	4.7884	10.3762	0.0007	0.0002	-0.0001
Si	7.093	4.7305	17.5169	-0.0008	0.0003	0.0005
Si	4.2987	1.6014	23.1471	-0.0003	0.0002	0.0005
Si	12.3879	3.2867	19.2639	-0.0001	-0.001	0.0013
Si	8.0292	-2.9727	14.5187	-0.0019	0.0009	0.0008
Si	1.0871	9.3723	23.03	0	0.0003	0.0004
Si	4.0593	12.9002	20.1398	0	0.0001	0.001
Si	-2.3534	2.9515	12.6499	-0.0001	0.0001	-0.0004
Si	-3.905	14.1909	20.1793	-0.0004	0.0003	0.0007
Si	1.1245	-4.6158	18.5463	-0.0013	-0.0007	0.0015
Si	0.8942	11.2071	12.4587	-0.0008	0.0005	-0.0006
Si	10.3446	9.7685	14.8548	-0.0006	-0.0002	0
Si	-5.996	3.1064	16.0803	-0.0005	0.0001	0.0007
Si	7.2061	10.2639	10.4552	0.0006	-0.0001	-0.0007
Si	0.6735	17.645	15.5034	-0.0005	0.0001	-0.0004
Si	-1.3727	4.1743	15.4363	0	-0.0001	0.0004
Si	0.0068	5.4393	9.4218	0.0001	-0.001	-0.001
Si	5.0209	7.4192	13.5008	0.0003	0.0008	-0.0005
Si	6.5696	3.8687	23.1175	-0.0003	0.0004	0.0006
Si	7.4828	7.6524	17.3935	-0.0005	0.0002	0.0012
Si	9.8229	1.0516	10.5294	-0.0007	0.0003	-0.0009
Si	2.2028	11.59	18.2246	-0.0008	-0.0002	0.001
Si	9.7878	1.8632	19.7638	-0.0004	0.0001	0.001
Si	4.6556	0.7719	10.6955	0.0002	0.0015	0
Si	3.0316	2.2008	13.0364	0.0002	0	0.0004
Si	2.2098	7.5642	9.6506	-0.0009	-0.0006	0
Si	5.9123	9.6314	15.6402	-0.0008	0.0003	0.0001
Si	3.1963	5.011	14.4531	0.0001	0.0001	0
Si	9.7012	7.1361	22.8834	-0.0004	-0.0004	0.0002
Si	11.2984	10.2172	20.2731	-0.0002	-0.0005	0.0001
Si	7.3047	-3.6017	11.7477	-0.0006	0.0003	0.0003
Si	-1.3608	7.5481	19.8146	-0.0003	0.0003	0.0003
Si	3.6301	0.5319	15.7768	0	-0.0002	0.0002
Si	9.6494	12.3489	16.5659	-0.0003	-0.0002	0.0006
Si	7.0806	1.4977	14.7789	-0.0007	-0.0003	0.0004
O	4.3475	9.9648	15.7824	-0.0006	0.0006	0.0001
O	10.2742	-0.0664	16.095	-0.0002	0.0002	-0.0002
O	8.7163	-0.1325	10.566	-0.0009	-0.0002	0.0003
O	0.1806	8.2697	15.0319	-0.0001	-0.0002	0
O	4.3982	-4.7972	14.2421	-0.0003	-0.0004	0.0001
O	2.84	14.0333	20.138	0	0.0002	-0.0005
O	1.8847	5.9824	14.621	-0.0005	0.0001	-0.0002
O	-1.7702	14.8175	13.8715	0	0	-0.0001
O	-2.842	1.5264	16.0441	0	0	-0.0001
O	-1.0783	4.7873	10.4574	-0.0002	-0.0001	0.0006
O	10.5125	-4.4805	19.0485	-0.0005	-0.0004	-0.0012
O	8.3351	7.3577	15.9863	-0.0003	0.0001	0
O	-3.1776	1.714	13.333	-0.0001	0.0001	-0.0002
O	3.4548	12.1607	14.3131	-0.0003	0.0001	-0.0001
O	1.3735	9.8992	21.506	0.0002	-0.0003	-0.0001
O	8.2075	7.131	13.1521	-0.0001	-0.0002	-0.0001
O	8.2927	2.2053	20.3305	0.0001	-0.0004	-0.0005
O	10.33	8.9679	19.9455	-0.0002	-0.0001	-0.0002
O	4.0671	1.2363	21.5847	-0.0001	0	-0.0005
O	-3.7317	8.9046	11.3846	0	-0.0004	0.0001
O	6.8706	4.1229	21.5383	-0.0001	0.0001	-0.0006
O	8.3194	7.8548	18.762	0	0	-0.0003
O	12.2235	10.4613	18.9452	-0.0001	0.0009	-0.0006
O	6.5923	6.301	17.5242	-0.0005	-0.0001	-0.0005
O	-2.6762	4.4754	16.3992	-0.0008	0	-0.0001
O	9.6608	2.1906	11.6956	0.0001	0	0.0006
O	10.7914	10.6778	13.5904	-0.0001	0.0001	0.0001
O	5.9581	2.6987	14.8515	-0.0001	0	-0.0003
O	6.4878	10.9065	14.8464	0	0.0006	0
O	-0.4985	16.4986	15.4428	-0.0003	0.0001	-0.0002
O	-2.1622	-1.5513	14.468	0.0002	0.0001	0
O	4.0125	1.836	11.7757	-0.0002	0.0002	0
O	-7.3229	11.7431	19.0501	-0.0001	-0.0001	-0.0004
O	2.7453	7.9521	11.1387	-0.0002	-0.0016	0.0004
O	5.8104	6.8663	12.2221	-0.0006	0	0.0002
O	2.1838	-3.83	19.4996	0.0074	-0.0589	-0.0061
O	6.2398	8.2598	14.5483	0.0009	-0.0004	-0.001
O	9.2071	6.9712	21.3048	0	-0.0001	0.0001
O	1.4833	12.7071	12.7627	-0.0008	0.0004	-0.0001
O	-0.044	8.2231	22.9342	0	-0.0001	-0.0003
O	6.5993	9.0211	16.9939	0.0002	-0.0005	-0.0004
O	-3.4027	4.2901	19.009	0.0001	-0.0002	-0.0001
O	2.3158	0.1808	16.6549	-0.0003	0.0002	-0.0001
O	-0.0252	3.0634	19.9745	-0.0006	0	-0.0002
O	1.4951	4.7441	18.5672	-0.0002	0.0016	-0.0002
O	4.0204	10.2153	10.8882	-0.0005	-0.0009	-0.0007
O	5.4118	2.7597	23.307	-0.0003	0	-0.0002
O	3.6908	4.1055	15.7251	-0.0001	-0.0001	-0.0002
O	5.5771	13.4798	19.8336	-0.0003	-0.0002	-0.0005
O	-3.2422	3.9208	11.6727	-0.0005	0	-0.0001
O	4.1045	8.6971	13.2013	0.0006	-0.0009	0.0005
O	6.2394	0.5212	11.0262	0.0008	0.0002	0.0006
O	9.6304	1.4501	18.18	-0.0002	0.0002	-0.0001
O	-0.5978	13.7471	15.9818	-0.0002	-0.0002	0.0001
O	4.461	1.65	16.6417	-0.0003	0.0001	-0.0004
O	1.5084	13.0594	18.1123	-0.0005	0.0006	-0.0007
O	5.7702	-7.076	17.2172	-0.0002	0.0003	-0.0005
O	1.0461	6.5043	10.0696	0.0004	-0.0003	0.0007
O	1.2241	6.9015	17.0148	0.0004	0.0005	0
O	2.0627	10.1011	12.609	-0.0011	0.0002	0.0012
O	7.7836	6.3688	10.5697	-0.0004	0	0.0001
O	11.2221	0.2993	10.9511	0.0005	-0.0004	0.0009
O	10.3537	11.5066	20.5781	-0.0005	0.0002	-0.0003
O	3.0633	3.8405	13.2904	-0.0004	0.0004	0
H	2.4137	-2.9142	19.2895	-0.0066	0.0583	0.0057

Results
free energy: -133981.931 eV
free energy less fixed offsets of H -15.97, O -568.88, Si -635.61 eV per atom: -4.001 eV

The program warned: the cutoff lies below the one the program advises for these potential files; the forces do not sum to zero within the program's tolerance; the exchange-correlation potential is rough where the density is thin.
